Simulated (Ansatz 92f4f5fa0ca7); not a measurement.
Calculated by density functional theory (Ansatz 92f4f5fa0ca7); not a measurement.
Periodic cell of 372 atoms, Si256O116, from a study of silicon, its oxide and their interface. The atomic structure is a simulated model.
This geometry differs little from another in the collection (a relaxation step or a small displacement).

Settings: functional r2SCAN; potential files Ansatz PAW; basis plane waves; wave-function cutoff 800 eV; density cutoff ratio 5; exchange-correlation grid ratio 1; k mesh 1 x 1 x 1, Gamma-centred; self-consistency stop 1e-10 eV per atom in the density residual; occupations fixed; spin none; net charge 0.

Cell vectors (angstrom)
a, 16.332, 0, 0
b, 0, 16.332, 0
c, 0, 0, 24.8741

Atoms and the computed forces on them: element, x, y, z (angstrom), force x, y, z (eV/angstrom)
Si, -0.7303, 0.6265, -0.2792, -0.0008, -0.0001, -0.0005
Si, 3.3607, 6.7844, -1.6166, 0.0029, -0.0046, -0.0026
Si, -0.1846, 5.5525, 0.1507, -0.0019, -0.0022, -0.0012
Si, 3.9782, 9.4572, 1.2957, -0.0002, 0, -0.0004
Si, -1.6777, 8.9564, 1.4707, 0.0006, -0.0023, -0.0018
Si, 1.9312, 11.8393, -1.4121, -0.0023, 0.0016, -0.0004
Si, 5.1803, 1.2186, -3.0715, 0.0003, 0.0004, -0.0021
Si, 6.7896, 1.2955, 1.3547, -0.0049, -0.0073, -0.0036
Si, 7.4042, 8.3958, 0.1983, 0.0001, -0.0006, -0.0035
Si, 9.3599, 10.5662, -3.6278, -0.0007, 0.0007, -0.0015
Si, 10.066, 12.3121, -1.168, -0.0019, -0.0002, -0.002
Si, 10.8301, 10.4211, -0.1254, 0.0021, -0.0015, -0.0025
Si, 10.6193, 0.3687, -0.0485, 0.0001, 0.0001, -0.0021
Si, 13.5972, 2.9084, 0.4081, 0.0007, -0.0003, -0.0027
Si, 11.9263, 5.4555, -0.2407, -0.0002, 0.0008, 0.0009
Si, 12.7458, 6.605, -2.8834, 0.0003, -0.0006, -0.0008
Si, 8.2703, 13.4505, -0.2198, -0.0007, 0.0012, 0.0001
Si, 12.162, 11.7918, 1.3358, -0.0015, -0.0002, -0.0002
Si, 0.0508, 2.7934, 2.8634, 0, 0.0001, -0.0005
Si, 1.0629, 4.9936, -2.353, 0.0035, -0.001, 0.0023
Si, 1.3463, 6.674, 1.522, 0.0004, 0.001, 0.0005
Si, 2.3606, 8.1673, 0.0407, -0.0002, -0.0002, 0.0007
Si, -0.1142, 13.7863, 2.5365, -0.0005, -0.0001, -0.0002
Si, 3.526, 14.5215, 1.5096, 0.0012, 0.0035, -0.0004
Si, 8.2417, 2.4969, -0.1301, 0.0025, -0.0002, 0.0019
Si, 9.4274, 4.1119, 1.2435, -0.0001, -0.0001, -0.0008
Si, 6.5587, 6.6953, 1.5818, 0.0003, 0.0003, 0.0009
Si, 10.9297, 8.0777, 2.5881, 0.0003, -0.0006, 0.0012
Si, 6.8611, 12.1297, 1.2327, -0.0002, 0.0002, 0.0012
Si, 9.5015, 14.9545, 1.1666, 0.0001, -0.0008, -0.0004
Si, 10.7506, 2.8046, 2.7497, -0.0005, -0.0004, 0.0004
Si, 14.9851, 4.2236, 1.6774, 0, 0.0013, 0.0021
Si, 12.7615, 7.1191, 1.3493, 0.001, 0.0006, -0.0006
Si, 15.6588, 7.1496, -1.6437, -0.0022, 0.0008, -0.0027
Si, 12.9376, 13.0418, -0.427, -0.0006, 0.0014, -0.0012
Si, 13.4953, 16.3666, 2.7122, -0.0006, 0.0004, 0.0007
Si, 1.5878, 1.7055, 1.4516, 0.0001, 0.0002, -0.0028
Si, 2.6498, 0.0047, 2.7377, -0.0015, 0.0002, -0.0001
Si, -0.0326, 8.0252, 2.8641, -0.0006, 0.0003, -0.0004
Si, 2.6886, 5.3703, 2.9078, -0.0006, 0.0001, 0.0002
Si, 1.7715, 12.8338, 1.4771, -0.0021, -0.0018, -0.0015
Si, 2.7005, 10.95, 2.6478, 0.0004, 0.0004, -0.0004
Si, 5.4314, 2.6293, 2.7638, 0.0004, 0.0006, -0.0012
Si, 8.1936, -0.0571, 2.681, -0.0014, -0.0006, 0.0008
Si, 5.2394, 8.146, 2.8321, 0.0005, 0.001, -0.0007
Si, 8.1465, 5.4293, 2.722, -0.0008, -0.0007, -0.0002
Si, 5.4138, 13.5218, 2.5803, 0.0003, 0.0004, -0.0008
Si, 8.1984, 10.8315, 2.6683, 0.0008, -0.0004, -0.0001
Si, 12.1081, 1.4481, 1.4388, -0.0002, 0.0002, -0.0007
Si, 14.7385, -1.1334, 1.1066, -0.0001, -0.0002, -0.0001
Si, 9.36, 9.2832, 1.2637, -0.0006, 0.0012, 0.0016
Si, 13.5996, 5.5776, 2.9242, -0.0007, -0.0004, -0.0001
Si, 10.8642, 13.4817, 2.5312, 0.0005, 0.0014, 0
Si, 13.6443, 10.7039, 2.7239, 0.0011, 0.0001, 0.0009
Si, 1.3435, 4.072, 4.2999, -0.0006, 0.0004, -0.0006
Si, 4.0682, 1.2737, 4.1184, -0.0004, -0.0013, -0.0016
Si, 1.3286, 9.5687, 4.0379, 0.001, 0.0002, -0.0005
Si, 4.0051, 6.7821, 4.226, -0.0003, 0.0003, -0.0003
Si, 1.2214, 15.047, 4.0804, 0.0002, -0.0004, 0.0007
Si, 4.0984, 12.227, 4.069, -0.0008, 0.0002, -0.0001
Si, 6.7992, 4.0386, 4.0728, -0.0003, 0.0003, -0.0009
Si, 9.4869, 1.3368, 4.0806, 0.0004, -0.0004, -0.0004
Si, 6.7592, 9.5295, 4.039, -0.0003, 0, 0.0003
Si, 9.5773, 6.7768, 4.0155, -0.0001, 0.0006, -0.0003
Si, 6.7656, 14.903, 3.9851, 0, -0.0004, -0.0002
Si, 9.5238, 12.2142, 4.0229, -0.001, 0.0004, 0.0006
Si, 12.1847, 4.1254, 4.11, 0.0003, -0.0001, -0.0004
Si, 14.9419, 1.3619, 4.0617, -0.0005, 0.0001, 0.0002
Si, 12.189, 9.4682, 4.0803, -0.0002, 0.0003, -0.0005
Si, 14.9749, 6.7892, 4.3283, -0.0006, 0.0005, 0.0004
Si, 12.1969, 14.883, 3.9806, -0.0003, -0.0001, 0.0007
Si, 14.997, 12.2556, 3.9307, -0.0012, 0.0003, 0.0003
Si, -0.0711, 0.0353, 5.4908, 0, -0.0001, 0.0001
Si, 2.7384, 2.6446, 5.5159, -0.0007, 0.0001, 0.0004
Si, -0.0242, 5.4141, 5.6332, 0, -0.0002, 0.0005
Si, 2.6449, 8.2035, 5.4884, -0.0005, 0.0011, 0.0001
Si, -0.0032, 10.9532, 5.4068, -0.0011, 0.0002, -0.0001
Si, 2.6816, 13.6396, 5.3858, -0.0004, 0.0004, -0.0003
Si, 5.4219, -0.0981, 5.4278, -0.001, -0.0004, 0.0002
Si, 8.1237, 2.6712, 5.4534, -0.001, -0.0002, 0.0001
Si, 5.4581, 5.4188, 5.4522, -0.001, 0, -0.0001
Si, 8.1925, 8.1668, 5.349, -0.001, -0.0001, -0.0005
Si, 5.4529, 10.9027, 5.4545, -0.0004, 0.0002, 0
Si, 8.1418, 13.5674, 5.3811, 0.0008, 0.0003, -0.0004
Si, 10.8843, -0.053, 5.3853, 0.0006, 0.0002, 0.0002
Si, 13.598, 2.7309, 5.4218, -0.0012, 0.0006, 0.0007
Si, 10.868, 5.4816, 5.4682, 0.0004, 0.0002, -0.0008
Si, 13.5646, 8.2105, 5.5252, 0.0002, 0.0004, 0.0007
Si, 10.8764, 10.8847, 5.4266, -0.0002, 0.0005, -0.0003
Si, 13.6223, 13.5778, 5.3502, -0.0002, 0.001, -0.0003
Si, 1.3281, 1.327, 6.8755, 0, 0.0005, -0.0006
Si, 4.1014, 4.0518, 6.7959, -0.0005, -0.0003, 0.0001
Si, 1.3183, 6.8416, 6.8824, -0.0002, 0.0007, 0
Si, 4.0726, 9.5609, 6.7954, -0.0007, 0.0004, 0
Si, 1.3548, 12.3021, 6.803, -0.0005, 0.0007, 0.0003
Si, 4.0494, 14.94, 6.8447, -0.0001, -0.0004, 0.0003
Si, 6.7504, 1.2833, 6.7778, 0.0004, 0.0005, -0.0001
Si, 9.5119, 4.0831, 6.7449, -0.0008, 0.0003, 0.0004
Si, 6.8545, 6.8133, 6.7383, 0, -0.0001, 0.0004
Si, 9.5077, 9.5198, 6.7863, 0, 0.0004, 0.0001
Si, 6.8099, 12.2554, 6.8318, -0.0009, 0.0001, -0.0001
Si, 9.5176, 14.9269, 6.7469, -0.0007, 0.0002, -0.0002
Si, 12.2714, 1.3142, 6.7529, -0.0005, -0.0004, 0.0004
Si, 14.9338, 4.0259, 6.9041, 0.0005, -0.0003, 0.0002
Si, 12.227, 6.831, 6.8546, -0.0005, -0.0001, -0.0002
Si, 14.9542, 9.6125, 6.8083, -0.0003, 0.0001, -0.0003
Si, 12.2712, 12.253, 6.7498, -0.0007, -0.0005, 0
Si, 14.9389, 14.9559, 6.8, -0.0003, 0.0002, 0.0001
Si, -0.0013, 2.6828, 8.2691, -0.001, -0.0005, 0
Si, 2.6716, -0.0402, 8.2443, -0.0003, -0.0001, -0.0009
Si, -0.034, 8.2398, 8.1919, 0.0001, 0.0004, 0.0002
Si, 2.7082, 5.4079, 8.1199, -0.0002, -0.0004, 0
Si, -0.001, 13.6634, 8.2107, -0.0007, 0, -0.0006
Si, 2.7404, 10.9545, 8.162, -0.0004, 0.0002, 0.0005
Si, 5.425, 2.6754, 8.1416, -0.0006, 0.0003, -0.0002
Si, 8.1505, -0.0588, 8.1017, -0.0007, -0.0003, 0.0001
Si, 5.4924, 8.196, 8.0812, -0.0007, 0.0002, 0
Si, 8.1762, 5.4343, 8.1108, -0.0011, -0.0002, 0.0005
Si, 5.4628, 13.6171, 8.2324, -0.0001, 0.0008, -0.0006
Si, 8.1837, 10.889, 8.1833, -0.0004, 0.0004, -0.0001
Si, 10.9214, 2.7456, 8.0399, 0.0003, 0.0001, 0.0003
Si, 13.6156, -0.0162, 8.195, 0.0002, 0, 0
Si, 10.8695, 8.1919, 8.2041, -0.0008, -0.0001, -0.0003
Si, 13.5938, 5.4683, 8.1877, -0.0002, 0.0002, -0.0002
Si, 10.9432, 13.622, 8.125, -0.0001, 0, 0.0005
Si, 13.5997, 10.9526, 8.185, -0.0005, 0.0002, -0.0001
Si, 1.4142, 4.0567, 9.579, 0.0006, 0, 0.0003
Si, 4.0187, 1.3948, 9.5304, -0.0001, 0, -0.0003
Si, 1.3592, 9.6188, 9.5029, -0.0006, 0.0011, 0.0002
Si, 4.105, 6.8007, 9.3321, -0.0006, 0.0007, 0.0002
Si, 1.3356, 14.9696, 9.7052, -0.0002, -0.0006, -0.0003
Si, 4.0863, 12.2746, 9.6068, -0.0016, 0.0002, 0
Si, 6.8403, 4.0273, 9.4255, 0.0001, 0.0006, -0.0007
Si, 9.5256, 1.3912, 9.2995, -0.0002, 0.0001, -0.0003
Si, 6.7935, 9.5418, 9.5431, -0.0008, 0.0005, -0.0002
Si, 9.514, 6.7681, 9.5141, -0.0005, -0.0001, 0
Si, 6.8846, 14.9579, 9.6049, -0.0006, -0.0005, -0.0005
Si, 9.6511, 12.2197, 9.4887, -0.0001, -0.0007, -0.0001
Si, 12.2238, 4.0925, 9.4781, -0.0003, 0.0004, -0.0006
Si, 14.9665, 1.3174, 9.6282, -0.0002, 0.0007, 0.0002
Si, 12.2708, 9.5617, 9.5516, -0.0005, 0.0008, 0.0002
Si, 14.9772, 6.824, 9.5379, -0.0005, 0, 0.0001
Si, 12.2426, 14.9944, 9.5741, -0.0001, 0.0008, 0
Si, 14.9149, 12.3533, 9.5516, 0.0001, 0.0002, 0
Si, -0.0352, 0.0112, 11.1202, -0.0002, 0.0013, 0
Si, 2.7227, 2.7002, 11.0568, -0.0008, 0.0004, 0.0003
Si, 0.0734, 5.4792, 10.8598, -0.0009, -0.0001, -0.0001
Si, 2.8159, 8.1879, 10.6819, -0.0002, 0.0003, 0.0005
Si, -0.0352, 10.9996, 10.8487, 0.0003, -0.0002, -0.0001
Si, 2.7482, 13.5926, 11.0647, -0.0004, 0.0012, 0.0011
Si, 5.4438, 0.0963, 10.8157, 0.0003, 0.0001, 0.0018
Si, 8.2532, 2.675, 10.7478, -0.0004, 0.0002, 0.001
Si, 5.3971, 5.3906, 10.6349, -0.0003, -0.0009, -0.0012
Si, 8.1572, 8.1313, 10.8489, -0.0013, 0.0014, -0.001
Si, 5.4632, 10.9221, 10.9668, 0.0002, -0.0008, 0.0007
Si, 8.4006, 13.5597, 10.9107, -0.0004, 0.0001, 0.0011
Si, 10.8559, 0.18, 10.7205, -0.0028, -0.0005, 0.0002
Si, 13.6073, 2.8087, 10.8572, -0.0007, -0.0008, 0.0008
Si, 10.8498, 5.3793, 10.884, -0.0001, -0.0008, 0.0005
Si, 13.6032, 8.1637, 10.8928, -0.0004, 0.0001, 0.0001
Si, 10.9524, 10.909, 10.9729, 0.0006, 0.0007, 0
Si, 13.6066, 13.6853, 11.0382, -0.0008, 0.0001, 0.0004
Si, 1.3276, 1.374, 12.5354, -0.0004, 0.0002, -0.0001
Si, 4.2341, 4.1224, 12.2226, -0.0003, -0.0009, -0.0017
Si, 1.5238, 6.865, 12.0879, -0.0004, -0.0011, 0
Si, 4.0525, 9.4614, 12.2196, 0.0003, 0.0009, -0.0011
Si, 1.2543, 12.2487, 12.3933, 0, -0.0001, 0.0002
Si, 4.2021, 15.084, 12.27, -0.0008, -0.0006, -0.0006
Si, 6.8313, 1.466, 12.143, 0.0016, -0.0003, -0.0008
Si, 9.4901, 3.9869, 12.248, -0.0004, -0.0001, -0.001
Si, 6.6988, 6.6886, 12.0046, 0.0001, 0.0014, 0.0012
Si, 9.5822, 9.4376, 12.2054, 0.0001, 0.0007, -0.0003
Si, 5.7426, 13.5372, 15.3235, -0.0005, 0.0006, 0.0006
Si, 9.5697, 15.2547, 12.1726, 0.0025, 0.0007, 0.0009
Si, 12.1102, 1.5616, 12.1456, 0.0022, 0.0017, -0.0001
Si, 15.0279, 4.1306, 12.1898, 0.0007, -0.0002, 0.0006
Si, 12.2162, 6.7555, 12.1923, -0.001, 0.0004, 0.0007
Si, 15.0524, 9.5206, 12.1691, -0.0025, 0, 0.0011
Si, 12.3702, 12.2103, 12.4168, -0.0014, 0.002, 0.0006
Si, 16.3257, 13.6641, 13.9278, -0.0008, 0.0007, 0.0001
Si, -0.1708, 2.8267, 13.8121, -0.0004, 0.0001, -0.0001
Si, 5.3714, -0.3797, 16.966, -0.0008, 0.0012, 0.0004
Si, 0.4101, 8.4517, 13.3705, 0.0011, -0.0003, 0.0005
Si, 7.3962, 8.6103, 17.0774, -0.002, 0.0003, 0.0023
Si, -0.3151, 10.1149, 17.4268, -0.0002, -0.0012, 0.0004
Si, 2.1625, 10.2835, 13.4408, 0.0002, 0.0009, 0.0013
Si, 6.0388, 3.2203, 13.4866, -0.0002, 0.0012, 0.0016
Si, 9.4803, 0.6449, 15.0919, -0.0019, -0.0009, -0.0023
Si, 5.2918, 7.8612, 13.478, -0.0012, -0.0009, -0.0004
Si, 8.8313, 6.7966, 14.6173, 0.0013, 0.0022, -0.002
Si, 7.0119, 12.2062, 12.2701, -0.001, -0.001, -0.0002
Si, 8.1263, 10.5412, 13.6587, 0.0006, 0.0003, -0.0005
Si, 12.5832, 3.972, 14.9808, 0.0002, -0.001, -0.0021
Si, 13.2164, 0.1618, 13.6033, -0.0022, 0.0009, 0.0005
Si, 7.7539, 5.0849, 13.3321, 0.0005, -0.0002, 0.0016
Si, 13.7001, 5.5323, 13.4929, -0.001, 0.0003, 0.0022
Si, 11.5497, 13.2163, 14.406, 0.0045, 0, 0.0038
Si, 15.0609, 12.0713, 15.2201, -0.0025, 0.0005, -0.0016
Si, 0.8416, 4.4892, 15.2279, -0.0018, 0.0006, 0.0005
Si, 6.1776, -2.1257, 13.2313, -0.0014, 0.0001, 0.0002
Si, 2.7454, 9.7491, 17.9504, -0.0005, 0, 0.0006
Si, 3.0784, 5.7317, 13.4649, -0.0003, 0.0009, 0.0008
Si, 1.8414, 14.6732, 15.2232, 0.0001, -0.0002, 0.0013
Si, 3.3244, 11.8407, 15.85, 0.0002, -0.0004, 0
Si, 5.0074, 2.0896, 15.2882, -0.0004, -0.0004, 0.0003
Si, 7.8057, -0.2116, 13.4419, 0.0001, 0.0028, 0.0016
Si, 4.5796, 7.3291, 17.8685, -0.001, 0.0003, -0.0021
Si, 10.7802, 7.9469, 13.597, 0.0001, -0.0007, 0.002
Si, 2.9079, 16.3773, 13.8116, -0.0007, -0.001, 0.0005
Si, 10.3629, 11.5724, 15.628, 0.0017, -0.005, -0.0001
Si, 10.7496, 2.6915, 13.8082, -0.0017, 0.0003, 0.0014
Si, 14.144, 2.0244, 14.9347, -0.0016, 0.0004, 0.0006
Si, 12.3034, 9.2978, 14.9088, 0.001, -0.0002, 0.002
Si, 13.9473, 8.0773, 16.1693, -0.0025, 0, 0.001
Si, 12.9022, 13.9307, 16.1433, 0.0047, -0.006, -0.0008
Si, 14.8737, 15.0509, 12.5396, 0.0002, -0.0014, 0.0017
Si, 20.1714, 3.851, 26.4285, -0.0021, -0.0018, -0.0023
Si, -1.673, -1.3718, 19.5342, -0.0002, -0.001, 0.0001
Si, 0.3989, 41.8286, 24.0197, -0.0003, 0.0009, -0.0007
Si, 23.2325, 3.5078, 22.9697, -0.0044, 0.0027, -0.0004
Si, 18.7724, 0.1811, 17.6557, 0.0013, 0.0012, 0
Si, 5.8676, 10.2745, 24.985, -0.0008, -0.0003, -0.0002
Si, 24.1025, -8.409, 22.0002, -0.0019, 0.0001, 0.0013
Si, -2.5969, 27.0849, 13.6655, 0.001, -0.0004, 0
Si, -5.9282, -2.9833, 17.9282, -0.0015, 0.0013, 0.0014
Si, 11.9417, -2.5304, 20.4478, -0.0006, -0.0004, -0.0025
Si, -20.375, 21.7814, 16.983, -0.0006, 0.0019, 0.0002
Si, 23.8423, -2.4, 17.6055, -0.0006, 0.0005, 0.0012
Si, 9.1704, 6.2575, 16.8778, 0.0008, -0.002, 0.0004
Si, 2.6176, -0.0711, 20.6141, -0.0004, -0.001, -0.0001
Si, -1.0032, 6.9633, 14.6433, -0.0015, -0.0004, -0.0025
Si, 11.7262, 17.9668, 19.471, 0.0003, -0.0011, -0.0008
Si, 7.4515, -28.6373, 18.4305, 0.0013, 0.0005, -0.0008
Si, -28.3632, 10.8247, 20.2389, -0.0015, -0.0009, -0.0004
Si, -7.4315, 1.2731, 18.2687, 0.0003, -0.0004, -0.0018
Si, 7.1922, 8.6001, 14.7363, 0.0008, 0.0005, 0.0012
Si, 6.9038, 13.8307, 22.7185, -0.0065, 0.0022, -0.0001
Si, -9.1327, 11.1209, 18.9533, -0.0007, 0.0007, 0.0009
Si, 5.0122, -16.7775, 24.2245, 0.0075, -0.0079, -0.0017
Si, 10.7432, 16.1692, 21.8662, 0.0007, -0.0007, -0.0003
Si, 15.9493, -4.0427, 19.6709, 0.0009, 0.001, -0.0025
Si, 23.6933, 5.1358, 21.3041, 0.0008, 0.0018, -0.0004
Si, 1.7753, -13.2507, 17.8433, -0.0005, 0.0002, 0.0002
Si, 4.4441, -12.031, 17.5104, 0.0002, -0.0003, 0.0003
Si, 24.215, -16.6155, 20.8878, 0.0005, -0.0016, -0.0007
Si, 13.7824, 16.6721, 17.3724, 0.0005, 0.0022, -0.0009
Si, 5.0108, -5.0784, 23.0419, 0.0003, -0.0004, -0.0009
Si, 5.1651, -9.1731, 20.9206, -0.0008, 0.0009, -0.0011
Si, -3.0273, 20.6435, 19.7914, 0.0008, 0.0004, -0.0003
Si, 13.8981, 11.7716, 21.8703, 0, -0.0002, -0.0015
Si, 5.2568, -11.111, 25.1387, 0.0005, 0.002, -0.0052
Si, 2.3784, -3.1802, 20.7405, 0.001, 0.0006, -0.0014
Si, 28.3288, 9.4795, 21.9516, -0.0005, 0, 0.0009
Si, 11.0254, 15.4385, 14.0577, -0.0054, -0.0002, -0.0022
Si, 32.5171, 3.1175, 20.3542, -0.001, -0.0012, -0.0001
Si, -0.1464, 0.3155, 21.6184, 0.0008, -0.0016, -0.0019
O, 7.5008, 10.0845, -7.1297, 0.0008, 0.001, -0.0002
O, -15.3012, -22.1817, -1.6297, 0.0007, -0.0022, 0.0039
O, 2.7368, 2.7664, 0.9246, 0.0015, 0.0006, 0.0018
O, 5.8761, 16.4857, 0.5713, 0.0021, -0.0009, -0.0042
O, 1.3511, 12.5385, -0.0854, 0.0009, -0.0012, -0.0005
O, -1.4706, -7.3553, -7.6425, -0.0004, -0.0008, -0.0014
O, 4.165, -9.5274, -10.768, 0.0009, 0.0003, -0.0004
O, -5.6134, 5.8564, -7.6417, 0.0005, 0.0006, -0.0008
O, 4.8913, 12.1641, -9.3196, -0.0005, 0.0002, 0.0001
O, -10.1284, 20.5898, -0.6314, -0.0015, 0.0009, -0.0021
O, 1.4719, 0.3424, -3.2047, -0.0011, 0, 0.0006
O, -0.7662, 15.4032, -4.0869, 0.0002, 0, 0.0009
O, 8.7452, -23.4687, -3.0029, -0.001, -0.0001, -0.0005
O, 1.908, 0.0888, -5.7065, 0.0003, -0.0001, -0.0002
O, 17.5081, -3.5887, -5.1498, -0.0008, -0.0012, 0.0004
O, -16.0792, 6.3559, -2.7447, 0.0009, 0, 0.0025
O, 0.8288, 20.2174, -3.4807, 0.0019, 0.0037, 0.0035
O, -0.6608, 1.7233, -3.8726, 0.0003, -0.0005, 0.0004
O, 11.2987, 16.3671, -1.5019, -0.0007, 0.0002, 0.0011
O, 20.5973, 5.8877, -7.6897, -0.0008, -0.0009, -0.0002
O, 1.7634, 12.8001, -2.6843, 0.0011, -0.0006, 0.0011
O, 7.5353, -1.8535, -3.5574, -0.0007, 0.0008, -0.0003
O, 11.7481, 22.3731, -1.7411, 0.0009, -0.0002, -0.0005
O, 12.0995, 7.9631, -3.4653, 0.0008, 0.0001, 0.0009
O, 7.1519, 12.6904, -6.3099, 0.0001, -0.0008, -0.0007
O, -1.7483, 1.9022, -0.439, -0.0015, 0.0008, 0.0007
O, 8.2154, 5.0318, -7.4681, 0.0001, 0.0003, 0.0004
O, -13.8112, 29.5523, -9.2728, -0.0009, 0.0011, 0.0004
O, 4.6402, 22.6373, -0.7632, -0.0018, -0.003, 0.0009
O, 17.3744, -12.3442, -8.1297, 0.0001, 0.0007, -0.0003
O, 17.088, 1.1289, 0.168, 0.0003, 0.0004, 0.0021
O, 25.475, 16.4691, -3.0437, 0.0001, -0.0007, 0.0004
O, 22.1519, 5.6857, -3.7363, 0.0003, 0.0005, -0.0007
O, -0.6244, -5.3358, 18.742, 0.0003, 0.0005, 0.001
O, 8.3183, -9.8716, 21.5182, -0.0011, 0.0013, -0.0003
O, -23.4787, 0.7311, 16.7328, -0.0008, 0.0001, 0.0034
O, 6.0139, -3.8763, 22.485, 0.0013, -0.0004, 0.0018
O, 2.912, -1.6547, 20.7563, -0.0004, -0.0001, -0.0008
O, 6.4081, 24.5304, 21.1443, 0.0004, -0.0024, 0.0039
O, 20.0982, 15.0627, 24.8328, 0.0074, 0.0046, -0.0021
O, -1.005, 11.9582, 21.1372, -0.0009, -0.0003, 0.0016
O, -18.53, 39.738, 22.6849, 0.0028, -0.0007, -0.001
O, 19.0946, 43.3237, 14.9147, -0.0007, 0, -0.0017
O, 7.8359, 2.4835, 18.1385, 0.0008, 0.0006, 0.0008
O, 4.887, 31.1208, 15.9489, 0.0004, -0.0017, -0.0013
O, -4.5937, -18.6936, 17.2803, -0.0007, 0.0013, -0.0062
O, 17.0903, 19.1746, 19.058, 0.0007, 0.0011, -0.0011
O, 1.1684, -6.8437, 17.6601, 0, -0.0002, -0.0004
O, 12.933, 4.7468, 18.2866, 0, -0.0002, 0.0014
O, -4.8678, -3.0831, 23.6899, 0.0001, -0.0011, 0.0009
O, 3.784, 1.1894, 14.6549, -0.0002, 0.0007, 0.0005
O, 4.5863, 17.0807, 23.2396, 0.0047, -0.0042, 0.0019
O, 8.6793, 24.0111, 17.566, -0.0004, -0.0005, -0.0028
O, 13.0655, 14.8081, 19.8322, -0.0007, -0.0001, -0.001
O, 19.481, 3.7949, 18.3579, 0.0001, 0.0002, -0.0006
O, 22.898, -1.0729, 17.8406, -0.0001, -0.0004, -0.0006
O, 28.7749, 2.9668, 20.03, 0.0006, 0.003, -0.0011
O, 12.7978, 4.0727, 24.4184, -0.0002, 0.0005, 0.0006
O, 4.4825, 23.5465, 19.4715, 0.001, 0.0002, 0.0027
O, 10.0147, -4.3482, 17.1644, 0.0009, 0.0002, -0.0011
O, 11.5385, 33.4065, 20.7998, -0.0007, 0.0003, 0.0005
O, 16.0269, 11.0693, 16.0998, 0.0005, -0.0006, -0.0003
O, 9.0845, 14.2944, 17.7905, 0.0012, -0.0006, 0.0005
O, 19.8724, 8.4643, 17.3468, 0.0002, -0.0006, -0.0012
O, 6.0886, -8.5454, 17.5613, 0.0016, 0.0004, -0.002
O, -0.6506, -16.3029, 23.1084, -0.0003, 0.0009, 0.0018
O, 8.3692, 0.1628, 19.3727, 0, 0.0006, 0.0014
O, 3.1807, 9.8873, 19.5175, 0.0002, 0.0001, -0.0005
O, -5.8768, 5.06, 25.2154, -0.0011, -0.0005, 0.0001
O, -1.9038, 1.5291, 16.4911, 0.001, 0.0009, -0.0001
O, 9.4122, 11.8504, 22.25, 0.0007, 0.0008, 0.0002
O, 19.5157, -5.1371, 17.3261, -0.0007, 0.001, -0.0004
O, 8.4135, -5.3738, 20.0107, 0.0008, 0.0007, -0.0001
O, 7.8642, 4.4031, 19.9474, -0.0009, 0.0001, 0.0018
O, 10.2668, 1.93, 18.8406, -0.0014, 0.0005, 0.0008
O, 22.1782, 17.3188, 16.2022, -0.0006, 0.0003, 0.0003
O, 13.137, 6.8428, 16.8838, 0.0013, -0.0004, -0.0018
O, -2.8905, 10.2164, 21.8319, -0.0004, 0.0008, 0.0008
O, -10.4842, -34.0907, 23.2812, -0.0091, 0.0051, 0.0095
O, -1.4484, -12.34, 19.9608, -0.0015, 0.0007, 0.0002
O, 13.444, -0.8623, 16.3188, -0.0015, -0.0014, -0.0045
O, -8.8227, -8.5892, 23.5775, -0.0002, 0.0013, -0.0006
O, -5.0224, 26.5972, 15.8068, -0.0049, 0.0045, -0.0012
O, -2.3679, 12.3274, 23.3909, -0.0017, 0, 0.0011
O, 22.1756, 4.1444, 18.2993, 0.0003, -0.0004, -0.0012
O, 20.8151, 3.3309, 16.2057, -0.0003, 0.0004, 0.0003
O, 23.5081, -2.8939, 16.098, -0.0005, -0.0001, -0.0015
O, 29.075, 12.5958, 21.1161, 0.0022, -0.0013, 0.0004
O, 2.6045, 5.4304, 22.7296, -0.0055, 0.0016, 0.0031
O, 27.8991, -6.8119, 23.5386, -0.0013, 0.0023, 0.0001
O, 4.0468, -0.0274, 17.8076, 0.0015, 0.0019, -0.0012
O, 27.1873, 13.1273, 19.4491, 0.0003, 0.0006, 0.0008
O, 18.0487, 15.4379, 16.6799, -0.0001, 0.0003, -0.0004
O, 12.5514, 0.9226, 18.2587, 0.0002, -0.0005, 0.0002
O, -17.7906, 16.0897, 18.4033, 0.0024, -0.0003, 0.0008
O, 4.6021, -5.988, 21.7551, -0.0004, 0.0012, 0.0002
O, 3.5478, -4.6361, 23.6593, -0.0023, 0.0001, 0.0001
O, -10.6236, -5.5584, 19.4618, 0.0006, -0.0001, -0.0002
O, 2.1114, 1.6665, 17.1265, 0, 0.0007, 0.0005
O, 3.9741, 7.5103, 21.9507, -0.0003, -0.0053, 0.0014
O, 3.9409, -15.4535, 20.7846, 0.0016, 0.0002, 0.0029
O, 6.5167, 0.5042, 21.2268, 0.0003, 0.0003, 0.0013
O, 20.0313, -4.0109, 20.3351, 0, -0.0012, 0.0008
O, 16.8309, -11.8682, 23.9505, -0.0019, 0.0032, -0.0024
O, -3.3978, 5.4911, 20.8391, -0.0004, 0.0005, 0.0004
O, 5.7134, 2.7332, 22.0887, 0.0004, -0.001, 0.0019
O, -1.1795, -2.8076, 19.0117, -0.0002, -0.0014, 0.0011
O, -0.1234, 22.1174, 15.3845, 0.0021, -0.0013, 0.001
O, 13.6714, 14.4087, 24.9639, 0.0002, -0.0007, 0.0009
O, 11.0104, 14.6401, 21.4495, 0.0016, -0.0008, -0.0013
O, -0.8387, 9.5883, 25.0448, -0.0006, 0.0011, -0.0006
O, 9.4433, 17.7565, 24.4161, -0.0012, 0.0007, -0.0003
O, 8.9732, -21.42, 14.8813, 0.0011, 0.0022, -0.0005
O, -2.1809, 12.8937, 16.3364, -0.0009, -0.0016, 0.0033
O, 18.6269, -11.3492, 14.6881, -0.0005, 0.0004, -0.0007
O, 10.9174, -6.1236, 20.9747, -0.0025, 0.0011, 0.0011

Results
free energy: -229896.111 eV
free energy less fixed offsets of O -570.45, Si -639.56 eV per atom: 3.449 eV

The program warned: the cutoff lies below the one the program advises for these potential files; the forces do not sum to zero within the program's tolerance; empty levels may hold ghost states of the PAW files; the exchange-correlation potential is rough where the density is thin.
